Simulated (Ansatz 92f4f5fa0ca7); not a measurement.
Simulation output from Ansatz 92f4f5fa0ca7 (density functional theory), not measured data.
Periodic cell of 184 atoms, Si120O64, from a study of silicon, its oxide and their interface. The atomic structure is a simulated model.
This geometry differs little from another in the collection (a relaxation step or a small displacement).

Settings
functional: r2SCAN
potential files: Ansatz PAW
basis: plane waves
wave-function cutoff: 800 eV
density cutoff ratio: 5
exchange-correlation grid ratio: 1
k mesh: 1 x 1 x 1, shifted by 0.5 0.5 0 of a step
self-consistency stop: 1e-10 eV per atom in the density residual
occupations: fixed
spin: none
net charge: 0

Cell vectors (angstrom)
a  10.888  0  0
b  0  10.888  0
c  0  0  26.622

Atoms and the computed forces on them: element, x, y, z (angstrom), force x, y, z (eV/angstrom)
Si  0.7263  -0.6407  0.0695  -0.0557  -0.0714  0.1714
Si  2.9077  2.3685  -0.1081  0.0041  -0.0367  0.1422
Si  -0.3211  5.5352  0.0049  0.028  0.0234  0.1369
Si  2.4077  8.3767  -0.0265  -0.0155  0.0052  0.055
Si  5.1198  0.1647  0.1685  -0.0265  -0.0236  0.1097
Si  7.8463  2.9207  0.0582  -0.0366  0.0184  0.1548
Si  5.5535  5.0124  0.0849  0.0196  -0.0124  0.0919
Si  8.1315  7.4391  -0.1778  -0.0528  -0.046  0.0689
Si  1.4463  1.2084  1.3383  0.0009  -0.0044  -0.0056
Si  3.9972  3.8876  1.3481  -0.0074  0.0218  0.0281
Si  1.2823  6.7657  1.2798  -0.033  0.0003  -0.0268
Si  3.9818  9.4394  1.3935  -0.0073  0.054  0.0365
Si  6.749  1.3366  1.394  -0.0105  -0.0036  -0.0121
Si  9.4626  4.0045  1.3778  0.0147  -0.0077  0.0229
Si  6.711  6.5483  1.3951  0.0077  0.0341  0.0136
Si  9.7602  9.5807  1.4068  0.0715  0.1426  0.0181
Si  0.0145  2.6285  2.636  -0.0037  0.0028  0.035
Si  2.7403  -0.0621  2.8257  0.0192  0.0121  0.0628
Si  0.0403  8.0992  2.7977  -0.0254  0.0278  -0.0293
Si  2.6911  5.3977  2.6125  0.0237  -0.032  0.0376
Si  5.4108  2.6629  2.7963  -0.0125  -0.0289  0.042
Si  8.2524  0.0362  2.6796  -0.021  -0.0186  0.0356
Si  5.4594  8.1087  2.6508  0.0335  0.0018  0.0374
Si  8.1628  5.3585  2.7974  0.0156  -0.0158  0.0435
Si  1.3479  4.046  4.0083  0.0225  -0.0397  -0.0015
Si  4.0939  1.3031  4.161  0.0226  -0.0219  -0.0038
Si  1.3618  9.4856  4.1557  0.0196  0.0404  0.0005
Si  4.0685  6.7649  4.0151  -0.0177  0.0142  -0.0267
Si  6.7808  4.038  4.1393  0.0142  0.0052  -0.0066
Si  9.5382  1.3773  4.0943  0.0034  -0.0127  -0.0139
Si  6.8507  9.5048  3.9927  0.012  -0.0259  0.0432
Si  9.5246  6.7577  4.1161  -0.0342  0.0029  -0.003
Si  -0.0173  -0.0076  5.4491  0.0016  -0.0183  0.0239
Si  2.7066  2.7195  5.4254  -0.0403  -0.0229  -0.009
Si  0.0122  5.3932  5.4414  0.0337  0.0195  -0.0117
Si  2.7502  8.1169  5.4573  0.0092  0.0325  0.0079
Si  5.4906  -0.058  5.4464  -0.0035  0.0162  -0.0113
Si  8.1709  2.7077  5.4858  0.0066  -0.0026  0.0207
Si  5.4198  5.4425  5.4303  -0.0039  -0.0093  0.0007
Si  8.1629  8.159  5.4196  0.0243  0.0312  -0.0046
Si  1.3419  1.3723  6.7879  0.0208  -0.0226  0.0122
Si  4.0712  4.0826  6.7884  0.0093  -0.0097  0.0024
Si  1.3674  6.7724  6.8124  -0.0226  -0.0049  -0.0055
Si  4.1064  9.4959  6.8172  -0.0115  0.0084  0.0114
Si  6.8039  1.3383  6.8264  0.0211  -0.0007  0.0008
Si  9.5319  4.082  6.8375  -0.019  -0.0072  0.0068
Si  6.7887  6.8169  6.7779  0.0014  -0.0069  0.0211
Si  9.5078  9.5271  6.7936  0.0057  -0.0036  0.0203
Si  0.0073  2.7139  8.1882  -0.0117  0.0175  -0.0166
Si  2.7212  0.0247  8.1312  -0.0119  -0.0072  -0.009
Si  0.0016  8.184  8.1444  0.009  0.0187  -0.0092
Si  2.7469  5.4336  8.1748  -0.0035  -0.0022  -0.0143
Si  5.4339  2.7428  8.1685  0.0037  -0.0189  -0.0213
Si  8.1619  -0.013  8.1744  -0.0123  -0.0043  -0.01
Si  5.4698  8.1583  8.1899  0.0121  0.0101  -0.0009
Si  8.1552  5.483  8.1558  0.0269  -0.0064  -0.0054
Si  1.407  4.0647  9.5277  -0.0441  -0.0285  0.0199
Si  4.0601  1.3807  9.521  0.0204  0.0288  0.0022
Si  1.3469  9.5809  9.5013  -0.0009  -0.0106  -0.0162
Si  4.1006  6.808  9.5387  0.009  0.0059  0
Si  6.7903  4.1386  9.5282  0.0285  0.0021  -0.0078
Si  9.4936  1.3674  9.5225  -0.0088  -0.0057  -0.0221
Si  6.8135  9.5382  9.5574  0.0379  0.0212  0.0133
Si  9.5068  6.8654  9.5157  -0.0264  -0.0193  -0.0053
Si  -0.0554  0.0179  10.8908  0.0074  0.0238  0.0131
Si  2.7296  2.7051  10.9577  0.0019  -0.0069  -0.0032
Si  0.038  5.493  10.771  0.024  0.0153  0.0002
Si  2.7634  8.2554  10.8219  -0.039  -0.0125  0.0169
Si  5.4399  0.0444  10.8662  0.0346  -0.0237  -0.006
Si  8.1455  2.758  10.86  0.0054  0.018  0.0024
Si  5.4531  5.4837  10.9559  -0.0069  0.0111  0.0357
Si  8.1751  8.2171  10.9602  0.0104  0.0002  0.0041
Si  1.2805  1.349  12.2736  0.0409  -0.0292  -0.0481
Si  4.1152  4.082  12.3184  -0.0565  0.0243  -0.014
Si  1.384  6.8915  12.0906  0.0123  -0.0113  -0.0583
Si  4.109  9.5872  12.2475  -0.0488  0.0372  0.0252
Si  6.7457  1.4301  12.2353  0.0147  -0.0005  -0.0239
Si  9.5943  4.1333  12.1066  -0.0131  0.0132  -0.0225
Si  6.7952  6.8969  12.3434  0.0131  0.0113  -0.0546
Si  9.5061  9.6094  12.3586  0.0132  -0.0379  -0.0432
Si  0.0007  2.844  13.5995  -0.0005  0.0326  0.0425
Si  2.5783  -0.1002  13.5996  -0.0522  -0.0612  -0.0865
Si  0.0566  8.1573  13.554  -0.004  0.0095  -0.0252
Si  2.7342  5.5749  13.4596  0.0161  0.0058  -0.0496
Si  5.5196  2.7983  13.7499  0.0493  0.0236  0.0038
Si  8.1175  0.1877  13.6649  -0.021  0.0005  0.0178
Si  5.4672  8.3339  13.7342  -0.0009  -0.0162  -0.0138
Si  8.2597  5.4563  13.4888  -0.0006  -0.0381  0.0248
Si  1.1905  4.5066  14.8165  -0.0251  -0.0227  -0.1373
Si  4.4628  1.5139  15.4579  0.0326  0.0158  -0.1041
Si  1.6697  9.1093  14.964  0.0038  0.0342  -0.0874
Si  3.9387  6.9745  14.9018  0.055  0.049  -0.147
Si  7.3583  3.7802  14.8101  -0.0192  -0.0529  -0.1186
Si  9.091  1.9864  14.8533  -0.0489  0.0374  -0.1408
Si  6.5463  10.0292  15.0931  0.0325  -0.0397  -0.1767
Si  9.8103  6.5877  14.7995  -0.0002  -0.0253  -0.1209
Si  23.6813  -3.0434  19.7829  -0.0256  0.0479  -0.0032
Si  30.2557  22.8371  24.3232  -0.0405  -0.012  0.1336
Si  -19.6585  37.439  19.8531  -0.0171  0.0035  -0.0425
Si  -24.653  -24.6441  16.9894  -0.0261  -0.0143  -0.1678
Si  11.2082  11.0762  23.6389  -0.0015  -0.0282  0.1173
Si  41.2596  24.3823  19.7873  0.0017  0.0069  -0.0219
Si  -22.1069  -17.8259  21.6492  0.0488  0.022  0.0469
Si  -0.2256  19.4591  21.8599  0.0119  -0.029  0.0236
Si  -4.7574  37.1696  19.7657  -0.013  -0.0008  -0.0175
Si  4.2677  14.5509  21.6129  0.024  0.0243  -0.0114
Si  23.2272  -6.6805  24.3266  0.0132  -0.0028  0.1535
Si  12.0414  42.6877  17.915  0.0053  -0.0469  -0.1204
Si  -2.2256  -4.3925  22.0432  0.0095  0.0016  0.0399
Si  -18.0462  -26.2409  24.443  0.0088  0.0015  0.1324
Si  -15.8081  -16.1546  16.9415  0.0086  0.0074  -0.1424
Si  -8.4374  24.7994  17.2332  0.0026  0.04  -0.1179
Si  39.1706  0.153  19.9925  -0.022  0.0145  -0.0017
Si  -3.8429  20.3934  24.7765  -0.004  -0.0442  0.1075
Si  3.5812  21.1682  19.6221  -0.05  -0.0095  -0.0197
Si  -7.7442  -10.0034  22.4174  0.0301  -0.0135  0.0298
Si  5.9378  11.1613  22.9531  0.0316  -0.0197  0.0682
Si  30.2723  8.6178  19.9305  0.01  -0.0116  -0.0732
Si  -0.3642  1.5612  17.6232  -0.0147  0.0094  -0.0868
Si  -5.1071  -26.8308  22.4234  0.003  0.0003  0.0422
O  7.345  7.9664  -1.5071  0.0066  0.0649  -0.0841
O  4.0836  12.1585  -0.5055  -0.015  -0.0173  -0.0213
O  -14.1711  1.3021  -7.0324  -0.0139  -0.0258  -0.01
O  4.3622  22.1151  -3.2634  -0.0024  0.0128  0.0106
O  -12.0939  2.536  -8.0327  -0.0308  0.0391  0.0308
O  2.1356  14.9842  -10.5517  0.0444  -0.008  0.0923
O  -32.0482  47.2796  -3.6316  -0.0194  -0.0134  -0.0639
O  14.3382  2.4387  -4.4313  -0.0112  0.0352  -0.0168
O  16.8534  0.6371  -5.2093  0.0005  -0.0095  -0.0218
O  -4.985  -16.0076  -5.8346  -0.0169  0.0285  0.008
O  7.3009  6.189  -3.7345  -0.0107  0.005  -0.0176
O  18.1335  -23.0482  -6.5292  -0.0111  -0.0009  0.0242
O  5.2143  4.3296  -3.8551  -0.0041  -0.0018  -0.0101
O  11.9606  -3.0307  -5.4332  0.0074  -0.0035  0.0067
O  -10.8675  16.4039  -11.2305  -0.0117  -0.0164  0.0315
O  -8.3212  21.5709  -8.2106  0.0432  0.0259  0.0413
O  5.0982  -0.1593  19.193  0.0148  -0.0063  -0.0089
O  -19.6729  6.3092  19.3379  0.0011  -0.0032  0.0026
O  7.0192  12.1976  23.6244  -0.0263  0.0061  -0.0443
O  -1.1924  -3.3214  22.704  -0.0062  -0.0139  -0.0107
O  12.5815  0.8549  23.1189  0.0141  0.0062  -0.0307
O  53.1006  24.5201  21.1299  0.0045  -0.0164  0.0151
O  22.0401  9.6607  22.904  0.0096  -0.0167  -0.0234
O  -17.106  38.7564  16.0822  0.0126  -0.0771  0.0967
O  3.1743  4.7239  21.0712  0.0008  0.0242  0.0067
O  20.7209  -9.8426  23.4093  -0.0224  0.0281  -0.0818
O  -8.3322  5.3692  24.0177  -0.0153  0.0029  -0.0684
O  9.3844  -26.1625  26.0175  0.0074  0.037  -0.0394
O  16.7354  21.0261  25.6581  0.0099  -0.0405  -0.1364
O  18.2127  9.3402  16.3509  0.0486  0.0014  0.0911
O  22.4438  26.0951  20.4212  -0.028  -0.0187  -0.0119
O  9.1348  7.3957  16.0302  -0.0076  0.0387  0.0897
O  3.8412  2.2481  16.8025  -0.0226  0.0152  0.1033
O  -1.3694  5.149  21.9169  -0.0176  -0.0036  -0.0035
O  13.997  -10.7681  20.9952  -0.0081  -0.0142  -0.0298
O  10.7881  -10.7864  18.282  -0.0061  -0.0113  0.0649
O  -13.4184  -0.4344  24.9653  0.0533  0.0314  -0.0288
O  2.7908  18.897  15.4863  0.006  0.027  0.0893
O  9.7839  20.1438  20.6781  -0.0016  0.0333  -0.0065
O  -1.2596  1.4162  16.2898  0.0423  -0.0367  0.0972
O  19.526  24.0076  25.4241  0.0619  -0.0332  -0.0982
O  -14.1174  -6.9424  19.6694  0.025  -0.0101  0.0011
O  3.0433  -3.1616  25.1803  0.0277  -0.0527  -0.1012
O  6.5204  -1.2206  23.2465  -0.0124  -0.0161  -0.0367
O  5.2291  3.2832  20.3562  -0.0118  -0.032  -0.0086
O  -20.763  -24.0702  18.652  -0.0282  -0.0252  0.0336
O  8.7448  19.3006  18.3576  0.0353  0.0152  0.0877
O  -24.0023  19.6854  27.1172  -0.0099  -0.0236  0.0434
O  14.207  30.4495  19.8764  0.0345  -0.0097  0.023
O  5.5364  -5.9059  18.3503  -0.0371  -0.0163  0.0794
O  -9.7759  -1.0537  16.3108  -0.013  -0.0176  0.0689
O  33.0645  -0.0352  25.2204  -0.002  0.0605  -0.1366
O  0.3562  4.8212  25.3409  0.0126  -0.0426  -0.0742
O  26.4372  -4.0841  23.1363  0.0084  0.0082  -0.034
O  12.0084  2.1045  17.286  -0.0115  -0.0174  0.0061
O  17.6214  4.0081  26.1265  -0.0141  -0.0209  -0.0655
O  -7.7484  -9.9396  14.7337  0.0225  -0.0062  -0.0271
O  -8.6595  3.0042  25.1447  -0.0494  0.015  -0.0855
O  -19.1864  3.7847  18.6549  0.015  0.008  0.0494
O  -6.1181  16.6215  25.4787  -0.0488  0.0713  -0.075
O  -16.2833  -10.6348  15.7371  -0.0095  0.0384  0.0403
O  -4.0276  17.8141  17.2329  0.0057  0.013  0.0644
O  -4.0468  -6.4207  16.2162  -0.0437  0.0406  0.0782
O  -24.4106  28.937  20.6098  -0.02  -0.0236  0.0073

Results
free energy: -113256.601 eV
free energy less fixed offsets of O -570.45, Si -639.56 eV per atom: -0.601 eV

The program warned: the cutoff lies below the one the program advises for these potential files; the forces do not sum to zero within the program's tolerance; empty levels may hold ghost states of the PAW files; the exchange-correlation potential is rough where the density is thin.
